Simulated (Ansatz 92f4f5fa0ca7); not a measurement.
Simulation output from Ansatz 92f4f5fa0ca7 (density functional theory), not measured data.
Periodic cell of 279 atoms, Si169O110, from a study of silicon, its oxide and their interface. The atomic structure is a simulated model.
Doubt: the cutoff is far below the 930 eV that the study's wrapper takes by default for these files, so forces and energies are approximate.
This geometry differs little from another in the collection (a relaxation step or a small displacement).

Settings
functional: PBE
potential files: Ansatz PAW
basis: plane waves
wave-function cutoff: 580 eV
density cutoff ratio: 5
exchange-correlation grid ratio: 1
k mesh: 1 x 1 x 1, Gamma-centred
self-consistency stop: 5e-08 eV per atom in the density residual
occupations: fixed
spin: none
net charge: 0

Cell vectors (angstrom)
a 11.6015 0 0
b 0 13.3963 0
c 0 0 30.7871

Atoms and the computed forces on them: element, x, y, z (angstrom), force x, y, z (eV/angstrom)
Si 0.0069 -0.2199 23.9007 -0.002 -0.0028 -0.0063
Si 3.9567 0.0217 24.2068 0.0018 0.0029 -0.003
Si 7.7148 -0.0341 24.2441 -0.0002 -0.0045 0.001
Si 1.9471 3.2482 24.0259 0.0011 -0.0025 -0.0046
Si 5.7427 3.2688 24.0142 -0.0032 0 -0.0064
Si 9.7416 3.4122 24.0291 0.0031 0.0034 -0.003
Si -0.139 6.6832 24.0886 0.002 0.0025 -0.0062
Si 3.804 6.7567 24.1512 0.0048 0.0003 -0.0053
Si 7.5825 6.7331 24.0209 -0.0021 0.001 -0.0062
Si 1.9707 9.8311 24.0815 -0.0004 -0.0021 -0.0063
Si 5.6978 10.125 24.1736 -0.0023 0.0016 -0.0032
Si 9.5496 9.9543 23.9919 -0.0023 0.0019 -0.0078
Si -0.0045 2.0954 24.7268 0.0023 0.0005 0.0072
Si 3.8507 2.2317 24.9736 0.0012 -0.0029 0.0058
Si 7.7627 2.2638 24.7728 -0.0019 -0.0023 0.0082
Si 1.8516 5.5343 24.7438 -0.0041 -0.0003 0.0075
Si 5.7173 5.5198 24.7897 -0.0012 0.0012 0.0072
Si 9.544 5.6031 24.8758 -0.0003 -0.0015 0.0064
Si -0.0705 8.9136 24.8313 0.0016 -0.0018 0.0076
Si 3.8697 8.9116 25.0808 0.0023 0.0014 0.0076
Si 7.632 8.9264 24.8668 0.0018 -0.0009 0.007
Si 1.9856 12.1606 24.7012 0 0.0006 0.0068
Si 5.8043 12.2817 25.0838 0.0009 -0.0007 0.0063
Si 9.6684 12.1834 24.8316 -0.0012 0.0008 0.0076
Si -0.0019 2.1711 27.1433 -0.0006 0.0012 -0.0053
Si 3.8607 2.2279 27.3083 -0.0035 0 -0.0047
Si 7.7523 2.2434 27.1776 -0.0011 0.0004 -0.0043
Si 1.8873 5.5488 27.1573 0.0022 -0.0014 -0.0046
Si 5.7637 5.546 27.1902 0.0011 -0.0004 -0.0057
Si 9.6193 5.5735 27.2388 0.0006 0.0001 -0.0021
Si -0.0275 8.9206 27.2123 0.0013 0.0004 -0.0048
Si 3.8545 8.9169 27.3834 0.0013 -0.0001 -0.0057
Si 7.6964 8.9129 27.2393 0.0009 -0.0012 -0.0058
Si 1.9422 12.2365 27.1374 0.0017 -0.0001 -0.0034
Si 5.8075 12.2725 27.3872 0.0017 -0.0017 -0.0055
Si 9.685 12.2381 27.215 -0.0003 -0.0002 -0.005
Si 1.9202 1.0722 28.0011 0.0025 -0.0005 0.0045
Si 5.8261 1.1378 28.0405 0.0021 0.0009 0.005
Si 9.668 1.0915 27.994 -0.0003 -0.0016 0.0049
Si -0.0323 4.4211 27.9826 -0.0014 -0.0002 0.0021
Si 3.8257 4.4711 28.0229 -0.0004 0.0007 0.0052
Si 7.7009 4.4544 28.0237 -0.0012 0.0009 0.0042
Si 1.8939 7.7739 28.0187 -0.003 0.0008 0.0052
Si 5.7913 7.7692 28.0409 0.0004 -0.0015 0.006
Si 9.6459 7.8078 28.0196 -0.0011 0.0003 0.0046
Si 0.02 11.1449 28.0127 -0.0015 0 0.004
Si 3.8496 11.1657 28.0608 -0.003 0.0016 0.0064
Si 7.7541 11.1357 28.0459 0.0003 0.0025 0.0047
Si 1.9336 1.1164 30.3921 -0.0791 -0.1565 -0.1019
Si 5.8008 1.1164 30.3921 0.0773 0.1177 0.1223
Si 9.6679 1.1164 30.3921 -0.0045 -0.0393 -0.2335
Si 0 4.4654 30.3921 -0.0121 -0.113 -0.3036
Si 3.8672 4.4654 30.3921 -0.0484 0.0858 0.0205
Si 7.7343 4.4654 30.3921 -0.0838 -0.0563 0.0164
Si 1.9336 7.8145 30.3921 -0.1489 -0.1378 -0.1046
Si 5.8008 7.8145 30.3921 0.0896 -0.1633 0.122
Si 9.6679 7.8145 30.3921 -0.0413 -0.0099 0.047
Si 0 11.1635 30.3921 0.0469 -0.0017 -0.0257
Si 3.8672 11.1635 30.3921 -0.1838 0.0625 0.2856
Si 7.7343 11.1635 30.3921 0.1174 -0.0745 0.1442
Si 0 0 0.3944 -0.0365 0.0092 0.0336
Si 3.8672 0 0.3944 0.0451 0.0182 -0.1589
Si 7.7343 0 0.3944 0.0772 0.0084 0.0046
Si 1.9336 3.3491 0.3944 -0.1002 0.1544 0.0167
Si 5.8008 3.3491 0.3944 0.0454 0.0096 -0.1206
Si 9.6679 3.3491 0.3944 -0.0071 -0.029 -0.1217
Si 0 6.6981 0.3944 0.2109 0.0398 -0.1782
Si 3.8672 6.6981 0.3944 -0.0571 0.0119 0.2181
Si 7.7343 6.6981 0.3944 -0.101 0.1797 0.0098
Si 1.9336 10.0472 0.3944 0.1823 -0.0187 0.0142
Si 5.8008 10.0472 0.3944 0.0635 0.0192 0.0657
Si 9.6679 10.0472 0.3944 -0.0398 0.1073 0.0616
Si 0.0064 0.005 2.7667 0.0008 -0.0013 -0.0042
Si 3.8871 0.038 2.7414 0.0005 0.0025 -0.0039
Si 7.7637 0.0113 2.7641 -0.0004 0.0001 -0.0031
Si 1.8977 3.3878 2.7746 -0.0032 -0.0015 -0.0035
Si 5.7953 3.3733 2.7416 -0.001 -0.0017 -0.0035
Si 9.6514 3.3587 2.7534 -0.0009 -0.0001 -0.0034
Si 0.0422 6.7158 2.7418 0.0043 0.0019 -0.0044
Si 3.8672 6.7076 2.7945 0.0007 0.0002 -0.0039
Si 7.7278 6.755 2.7582 -0.0001 0.0013 -0.0051
Si 2.0034 10.0413 2.7625 0.0036 -0.0029 -0.0017
Si 5.8378 10.0669 2.7837 0.0024 0.0006 -0.0027
Si 9.6988 10.0854 2.7672 0.0009 -0.0008 -0.0037
Si -0.0297 2.2358 3.5612 0.0032 0.0015 0.0077
Si 3.8457 2.2803 3.4934 0.0014 -0.0012 0.0075
Si 7.7125 2.2442 3.5396 -0.001 0.0001 0.0043
Si 1.9331 5.6025 3.661 -0.0005 -0.0001 0.0048
Si 5.8138 5.5894 3.5467 -0.0011 -0.0003 0.0069
Si 9.6813 5.6317 3.4184 -0.0046 -0.0024 0.0021
Si 0.0421 8.9546 3.4884 -0.0029 0.0015 0.007
Si 3.9411 8.9294 3.6326 -0.0028 0.0011 0.0071
Si 7.7857 8.9846 3.6163 -0.0008 0.0011 0.0062
Si 1.9717 12.2886 3.4944 -0.0016 0.0022 0.0025
Si 5.8176 12.3217 3.5373 0.0008 -0.0011 0.0046
Si 9.6878 12.3035 3.6234 0.0013 -0.0016 0.0065
Si -0.0725 2.2232 5.9403 -0.0038 -0.0008 -0.0087
Si 3.8039 2.3008 5.8327 0.0012 -0.0059 -0.0072
Si 7.6933 2.2572 5.909 0.0037 0.0008 -0.0073
Si 1.9018 5.6144 6.1038 -0.0004 -0.0006 -0.0067
Si 5.8214 5.5426 5.9134 0.0024 0.002 -0.006
Si 9.6883 5.6848 5.7264 0.0042 0.0006 -0.0041
Si 0.1006 8.955 5.8259 0.0016 -0.0025 -0.0073
Si 4.043 8.909 6.0467 -0.0044 0.0022 -0.0091
Si 7.841 9.0269 6.0286 -0.0024 -0.003 -0.0058
Si 2.0197 12.2802 5.8405 -0.0007 0.0014 -0.0046
Si 5.8235 12.3808 5.9009 0.0005 0.0029 -0.0082
Si 9.7154 12.3 6.0352 -0.002 0.009 -0.0066
Si 1.9097 1.1198 6.5903 -0.0005 0.0131 0.0232
Si 5.6931 1.2324 6.6966 -0.006 0.0013 0.0083
Si 9.5651 1.1408 6.7971 0.0014 -0.0043 0.0087
Si -0.1408 4.4664 6.6714 0.0026 -0.003 0.0089
Si 3.8697 4.4659 6.7692 -0.0013 0.0005 0.0127
Si 7.8475 4.5138 6.5797 -0.0093 -0.0004 0.0088
Si 2.0185 7.9154 6.7292 -0.001 0.0035 0.0077
Si 6.0431 7.7108 6.7659 0.0053 -0.0037 0.002
Si 9.8153 7.8632 6.6955 -0.0005 0.0001 0.0082
Si 0.1234 11.1581 6.6294 0.0033 -0.0032 0.0085
Si 3.9661 11.1884 6.7131 0.0027 -0.0048 0.0133
Si 7.7112 11.3079 6.8051 -0.0015 0.0006 0.0067
O 5.3985 1.4116 8.3312 0.0008 -0.0011 -0.0079
O 10.957 4.3622 8.2758 0.0023 -0.0006 -0.0061
O 8.2044 4.5805 8.2164 -0.0022 0.0007 -0.0056
O 1.9736 1.1327 8.2456 -0.0026 -0.016 -0.0003
O 0.4313 11.0358 8.2722 -0.0014 -0.0004 -0.0075
O 1.9616 8.2192 8.3646 0.0001 -0.0007 -0.0063
O 10.0405 7.8198 8.3488 -0.0013 0.0007 -0.0076
O 4.0628 11.2301 8.3729 -0.0009 0.0012 -0.0055
O 7.4584 11.6201 8.4424 -0.0014 0.0004 -0.0098
O 3.9691 4.3176 8.4314 0.0008 -0.002 -0.0091
O 9.3151 1.1791 8.4551 -0.0002 -0.0002 -0.0084
O 6.5369 7.3262 8.3339 0.0007 0.0011 -0.0032
O 5.5651 3.1023 22.3581 0.0005 -0.0001 0.0072
O 2.1418 3.0896 22.3672 0.0014 0.0029 0.0072
O 7.5137 -0.1832 22.6026 -0.0033 0.0046 -0.0022
O 3.8356 7.1508 22.523 -0.0021 -0.0009 0.0036
O 9.3116 9.8068 22.3429 0.0008 -0.0001 0.0093
O 7.4123 6.964 22.3638 0.0007 -0.0003 0.0051
O 10.0108 3.74 22.3913 -0.0018 -0.0006 0.0077
O -0.3511 6.7557 22.4463 0 -0.0005 0.0068
O 4.3729 13.6147 22.6012 0.0002 0.0005 0.0047
O 2.189 9.3345 22.488 -0.0015 0.0032 0.0054
O 0.0216 12.8207 22.2527 0.0013 0.0036 0.0083
O 5.5251 10.3892 22.5414 0.0008 0.0001 0.0041
Si 5.7305 3.7077 20.8521 -0.0005 0.001 -0.0044
Si 9.8004 9.7209 20.7766 -0.0007 -0.0002 -0.0035
Si 11.0059 12.3035 20.8324 -0.0047 0.0003 -0.0076
Si 1.7404 0.5282 9.7293 0.0117 0.0078 -0.0059
Si 0.1302 8.0827 16.9929 -0.001 0.0001 -0.0005
Si 9.2177 6.7563 16.0238 0.0009 -0.0017 -0.0004
Si 3.2397 4.0703 19.1704 -0.0006 -0.0006 -0.0005
Si 5.9911 7.2523 9.872 -0.0032 0.0005 0.0029
Si 10.3558 7.283 9.8603 0.0011 0.0005 0.0034
Si 5.9918 1.0232 19.3722 -0.0009 0 -0.0008
Si 10.6267 6.7185 20.9517 0.0002 -0.0005 -0.0044
Si 9.0544 13.1284 12.0988 0.0014 -0.0005 0.0009
Si 8.6756 1.0768 14.9035 0.0007 0.0021 0.0011
Si 4.1407 11.8899 9.856 -0.0131 -0.0007 0.0018
Si 4.7964 8.6378 14.0007 -0.0011 0 0.0023
Si 11.3974 11.6429 9.6352 -0.0005 -0.0004 0.0043
Si 9.5594 4.4968 9.1402 0.0016 0.0027 0.001
Si 1.4467 6.5968 19.4018 0.0011 0.0013 -0.0008
Si 8.2172 11.3826 9.8735 0.0036 -0.0034 0.0078
Si 4.8551 10.5241 21.0592 0.0019 -0.0004 -0.0031
Si 1.7509 12.1418 14.5501 0.0011 0.0004 0.0014
Si 8.2736 0.2213 21.2386 0.0004 -0.0021 -0.0054
Si 10.8503 10.8867 16.2745 0.0012 -0.0002 0.0012
Si 8.1897 8.7218 11.3655 0.0014 -0.0008 -0.001
Si 3.7066 -0.0777 21.148 0.0011 -0.0001 -0.0049
Si 10.956 0.0065 18.0388 -0.0012 0.0003 -0.001
Si 4.5461 3.6611 16.2991 0.0014 0.0007 -0.0011
Si 4.4499 10.9902 15.5499 -0.0016 -0.0011 0.0007
Si 3.2753 2.449 11.4574 -0.0014 0.0028 -0.0032
Si 10.1695 2.7484 21.1042 0.0004 -0.0018 -0.0096
Si 1.8737 7.559 9.8494 -0.0005 -0.001 0.0041
Si 4.0667 9.1077 11.0772 -0.0016 -0.0011 -0.0004
Si 8.8578 1.7038 9.9405 0.001 -0.0015 0.001
Si 9.749 2.7597 18.1433 0.0012 -0.0015 -0.0021
Si 7.654 6.2207 20.9259 -0.0022 -0.0002 -0.0051
Si 6.9961 7.5522 18.1019 0.0002 -0.0004 -0.0014
Si 5.7082 1.0443 9.894 -0.0021 0.0028 0.0031
Si 1.6757 2.2008 21.0728 -0.0005 0.0004 -0.0049
Si 6.7147 12.8239 16.9291 -0.0003 -0.0009 -0.0008
Si 9.5472 9.2652 14.0229 0.0013 -0.0011 0.0016
Si 2.8074 8.7009 15.9173 0 0.0009 0.0009
Si 11.511 1.9282 16.0512 0.0001 0.0007 0.0007
Si 2.4875 1.9322 14.5676 -0.0011 0.0004 0.0019
Si 3.8537 5.0661 9.8812 -0.0019 -0.0006 0.0021
Si 7.1972 10.447 18.9392 0.0002 -0.0002 -0.0024
Si 11.4301 10.9815 12.4682 0.0011 -0.0004 -0.0006
Si 4.7858 6.6236 16.1276 -0.0014 0.0003 0.0002
Si 7.8126 3.7903 16.0755 -0.0006 0.0005 -0.0004
Si 3.069 8.2652 21.5946 0.0001 -0.0022 -0.0069
O 7.8167 13.4923 15.9123 -0.0008 -0.0005 0.0013
O 6.1019 0.6914 17.7853 -0.001 0.0012 0.0031
O 1.1496 11.6849 13.1088 -0.0009 -0.0008 0.0003
O 3.2939 11.6357 14.61 0.001 -0.0006 0.0009
O 9.6359 0.9027 11.127 -0.0018 0.0014 -0.0008
O 0.6761 11.465 15.6274 -0.0008 -0.0003 0.0004
O 2.9633 2.3271 13.0567 0.0012 0.0002 -0.0028
O 0.0865 5.9262 20.0004 -0.0012 0.0005 0.0026
O 6.9108 4.7961 20.9084 0.0007 0.0005 0.0024
O 6.026 10.8668 19.9929 -0.0018 0.0009 0.0019
O 2.5308 8.5534 10.9792 0.0003 -0.0006 0.0007
O 9.6605 10.4665 15.1787 -0.0001 0.0001 0.0003
O 11.6181 -0.3875 19.4842 -0.0018 -0.0021 0.0056
O 5.4386 7.337 14.78 -0.0002 -0.0006 0.0007
O 10.8967 3.1204 17.0156 -0.0007 0.0002 0.0016
O 4.1504 10.7213 10.9875 -0.0001 0.0044 -0.0021
O 0.4705 0.7725 17.1004 -0.0004 -0.001 0.0012
O 10.3457 8.2326 20.4205 -0.0002 -0.0008 0.0014
O 0.2165 10.7091 10.9035 -0.0001 0.0018 -0.0005
O 2.6443 6.1362 9.8174 -0.0009 0.0008 0.0006
O 0.3304 7.2602 10.2104 0.0001 0.0005 0
O 3.7602 2.4639 15.484 0.0001 -0.0002 0.0004
O 7.2397 1.5299 10.1785 0.0001 -0.0008 0.002
O 0.2787 13.2008 9.8325 -0.001 0.0007 0.0017
O 9.786 11.5637 9.4799 -0.0001 0.0003 -0.0001
O 8.3039 9.2879 12.9166 -0.0016 -0.0004 -0.0006
O 6.1834 3.6664 16.1843 -0.0006 -0.0006 0.0011
O 9.6882 8.2492 10.9727 0.0004 -0.0013 0
O 7.1389 7.506 11.0202 -0.0009 0.0003 0.0009
O 10.7782 6.8076 16.5724 0.0002 0.0004 0.0006
O 7.7496 9.9052 10.343 -0.0008 0.0035 0.0007
O 4.2005 5.1547 15.7271 0.0001 0 0.0011
O 5.4155 12.1229 16.1991 0.0009 0.0005 0.0013
O 10.3019 1.1642 15.2067 0.0003 -0.0009 0.001
O 9.738 1.1068 18.2897 -0.0002 0.0005 0.0005
O 10.2107 12.077 12.5545 -0.0015 0.0008 0.001
O 6.6549 9.147 18.0923 0.0008 -0.0014 0.0024
O 4.8754 8.4442 9.8357 0.0015 -0.0012 0.0007
O 10.3579 12.0851 17.2744 -0.0001 0.0004 0.0012
O -0.6193 9.5294 17.2053 -0.0004 0.0002 0.0004
O 3.6914 11.6909 20.9796 -0.0007 0.0008 0.0016
O 2.1281 7.4465 20.5879 0.0034 0.0029 0.003
O 2.0137 0.3609 14.6437 -0.0004 -0.0004 0.0003
O 2.817 12.7785 10.1129 -0.0005 0.0044 -0.0058
O 4.8953 8.5996 12.3941 -0.0013 0.0006 -0.0008
O 9.3945 12.5253 20.8644 0.0044 -0.0009 0.0087
O 5.4638 12.8264 10.0566 0.0057 0.0019 0.003
O 4.332 4.3793 20.3483 0.0033 -0.0012 0.0022
O 9.7005 5.8108 10.074 -0.0009 -0.0008 0.0009
O 9.3417 3.2399 10.1371 0.0004 0 0.0017
O 8.3506 3.3515 17.562 0.0006 -0.0005 0.0018
O 4.1479 9.1007 20.6985 -0.0025 -0.0034 0.0042
O 2.1891 2.9373 19.7103 0.001 0.0001 0.001
O 3.5265 10.0512 16.5723 0.0003 0.0004 0.0002
O 1.9557 1.7824 10.7457 -0.0019 -0.0117 -0.0072
O 9.3044 7.7912 14.7314 -0.0002 0.0006 0.0001
O 10.9491 9.5766 13.1854 -0.0003 0.0005 0.0006
O 3.5069 7.4554 16.6911 0.0002 -0.0014 0.0006
O 8.5279 5.2668 15.6869 -0.0001 0.0001 0.0012
O 8.5746 10.0676 19.7413 0.0035 -0.0003 0.0031
O 3.1943 8.6474 14.3267 0.0006 -0.0001 0.0001
O 9.236 5.9089 20.8092 0.0003 0.0019 0.0029
O 7.4098 11.678 17.8764 0.0005 -0.0014 0.0019
O 11.1195 10.6889 20.6253 -0.0009 0.0012 0.0015
O 2.2546 0.6684 21.1226 -0.0006 -0.0017 0.0028
O 8.4255 0.4326 13.4258 -0.0002 -0.0011 -0.0005
O 7.178 0.1829 20.0716 0.0052 -0.0017 0.0017
O 8.3783 7.3741 17.2695 -0.0024 0.0011 0.0029
O 7.9383 12.3326 11.1854 -0.0015 -0.0009 -0.0013
O 7.1348 7.11 19.6659 0.002 -0.0025 0.0032
O 1.0157 7.6713 18.274 0.0019 -0.0026 0.004
O 5.2762 5.8162 10.2128 0.0012 0.0001 0.0021
O 1.2114 8.4849 15.8402 -0.0004 -0.0004 0.001
O 4.6757 1.7458 10.9575 0.004 -0.0034 -0.0011
O 1.0829 2.6155 15.1334 0 -0.0002 0.001
O 11.6537 2.0783 21.1028 -0.0014 0 0.0019
O 8.1989 2.6491 14.9596 -0.0001 -0.0005 0.0013
O 4.5385 0.56 19.9147 -0.0006 -0.0011 0.0027
O 8.9979 1.6601 21.3926 0.0007 0 0.0026
O 9.9654 3.4056 19.6231 0.0008 -0.0006 0.0058
O 6.1867 2.5881 19.7579 0.0001 0.0011 0.0021
O 3.4571 4.0192 11.0619 0.0009 -0.0017 0.001
O 5.8774 6.6191 17.3483 0.0019 0.0005 0.0019
O 4.0189 3.5373 17.843 -0.0013 0.0001 0.0027
O 2.4268 5.4384 18.8237 -0.0005 0.0022 0.0015
O 5.4227 10.0176 14.6385 0.0004 0.0006 -0.0001

Results
free energy: -169993.291 eV
free energy less fixed offsets of O -568.88, Si -635.61 eV per atom: 1.599 eV

The program warned: the cutoff lies below the one the program advises for these potential files; the forces do not sum to zero within the program's tolerance; the exchange-correlation potential is rough where the density is thin.
